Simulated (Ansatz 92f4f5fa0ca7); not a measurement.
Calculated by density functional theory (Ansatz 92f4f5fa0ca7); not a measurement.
Periodic cell of 215 atoms, Si132O82B1, from a study of silicon, its oxide and their interface. The atomic structure is a simulated model.
Doubt: the cutoff is far below the 930 eV that the study's wrapper takes by default for these files, so forces and energies are approximate.
This geometry differs little from another in the collection (a relaxation step or a small displacement).

Settings: functional PBE; potential files Ansatz PAW; basis plane waves; wave-function cutoff 580 eV; density cutoff ratio 5; exchange-correlation grid ratio 1; k mesh 1 x 1 x 1, Gamma-centred; self-consistency stop 5e-08 eV per atom in the density residual; occupations fixed; spin none; net charge -1 e, with a uniform compensating background and no finite-size correction.

Cell vectors (angstrom)
a 10.938 0 0
b 0 10.938 0
c 0 0 31.5432

Atoms and the computed forces on them: element, x, y, z (angstrom), force x, y, z (eV/angstrom)
Si 10.6559 0.6726 24.4857 0.0287 -0.0397 0.0468
Si 6.0204 10.5129 24.1837 0.0191 0.0015 0.0011
Si 2.0231 3.0342 24.2635 0.0557 -0.0223 0.0514
Si 8.7775 2.2212 24.3213 0.0198 -0.0061 0.0121
Si 0.5289 4.9802 24.1907 0.0016 -0.0184 0.0027
Si 5.0173 5.8871 24.2244 0.004 0.0076 0.0142
Si 3.3855 7.6698 24.1815 -0.0028 -0.015 -0.0023
Si 7.8334 8.8656 24.0458 -0.0103 -0.0053 0.0135
B 1.2892 1.5186 25.4695 -0.1143 0.102 -0.1185
Si 6.9442 1.3115 25.4991 -0.0146 -0.0096 0.0107
Si 3.9806 4.0603 25.3366 -0.0245 -0.0117 -0.0236
Si 9.6679 4.0896 25.4259 -0.0237 0.0223 0.012
Si 1.4882 6.7934 25.3655 0.0104 0.0121 0.0084
Si 6.8664 6.972 25.2667 0.0034 -0.002 -0.0125
Si 4.1316 9.6213 25.3389 -0.0121 0.0077 0.0036
Si 9.5801 9.7057 25.4441 0.0094 0.0136 -0.0071
Si 2.5638 0.2225 26.473 0.0825 -0.0723 0.0609
Si 8.2298 -0.0206 26.9558 -0.0039 -0.0025 0.0146
Si 0.1341 2.6581 26.7614 0.0066 -0.0087 0.0339
Si 5.4561 2.7445 26.6594 0.0079 0.0042 -0.0049
Si 2.7591 5.4383 26.8462 0.0036 0.0048 0.0133
Si 8.2166 5.5297 26.6276 0.0039 -0.0003 -0.0037
Si 0.0348 8.2112 26.6422 -0.0043 -0.0017 -0.0072
Si 5.4929 8.254 26.7757 0.005 0.0019 0.0114
Si 4.0473 1.3668 27.9911 -0.0086 0.0024 -0.0055
Si 9.6311 1.4052 28.1837 -0.0111 0.0033 -0.012
Si 1.3633 4.0858 28.1802 -0.003 0.0115 -0.0113
Si 6.8289 4.1488 28.0159 0.0013 -0.0079 0.0079
Si 4.1426 6.8472 28.134 -0.0186 0.0101 -0.0036
Si 9.5858 6.8599 28.041 0.0021 -0.0011 0.0011
Si 1.3938 9.6549 27.9678 -0.0107 0.0038 0.0065
Si 6.8251 9.5502 28.2273 -0.0007 0.0137 -0.0239
Si 0.0375 -0.0125 29.4911 0.0093 -0.0068 -0.0001
Si 5.402 0.0348 29.4393 0.0036 -0.0098 0.0106
Si 2.7634 2.7213 29.4883 0.0029 -0.0057 0.0059
Si 8.1875 2.7839 29.4358 -0.0059 0.0043 0.0001
Si -0.0264 5.4905 29.4561 0.0006 0.0021 0.0044
Si 5.497 5.4699 29.4893 0.0052 -0.0053 -0.0005
Si 2.7269 8.2625 29.3961 0.0151 -0.0063 -0.0007
Si 8.2359 8.1738 29.5127 0.005 -0.0059 0.0039
Si 1.3879 1.3643 30.8698 0 -0.001 0.0014
Si 6.8003 1.3959 30.7825 0.0015 0.0068 -0.0034
Si 4.1126 4.1025 30.8577 -0.0028 0.0031 -0.0003
Si 9.5427 4.1307 30.8244 -0.0012 -0.0015 -0.0025
Si 1.3592 6.8791 30.7749 -0.004 0.0019 -0.003
Si 6.8592 6.8154 30.8827 -0.004 0.0022 -0.0004
Si 4.0759 9.5924 30.8171 -0.0061 0.0008 -0.0002
Si 9.5902 9.5677 30.8666 -0.0011 0.0047 0.0012
Si 2.7377 -0.0175 0.697 0.0028 0.0006 -0.0023
Si 8.157 0.0196 0.6243 -0.0007 -0.0071 -0.0015
Si -0.035 2.7554 0.6435 0.0023 0.0007 -0.0011
Si 5.4746 2.7233 0.6788 0.0005 -0.0022 -0.0006
Si 2.6991 5.5033 0.626 0.0026 -0.0019 -0.0017
Si 8.2114 5.4422 0.7162 0.0029 -0.0018 -0.0012
Si 0.0226 8.1863 0.6809 0.0011 -0.0019 -0.0004
Si 5.4519 8.2275 0.6417 0.0023 0.0019 -0.0021
Si 4.1135 1.3458 2.05 -0.0011 -0.0002 -0.0002
Si 9.5091 1.3888 1.9976 -0.0045 0.0081 -0.005
Si 1.312 4.1482 2.013 -0.0058 0.0041 0.0004
Si 6.8418 4.0588 2.0666 0.0018 -0.0021 -0.0038
Si 4.0608 6.8735 1.9973 -0.0068 0.0042 -0.0058
Si 9.5987 6.8117 2.0536 0.0029 -0.0017 -0.0002
Si 1.3724 9.5528 2.0632 -0.0018 0.001 -0.0028
Si 6.8128 9.5868 2.0331 0.0009 0.001 0.0025
Si -0.0697 -0.0011 3.3166 0.0134 -0.003 0.0266
Si 5.4599 -0.0124 3.4807 0.001 0.0004 -0.0072
Si 2.6813 2.7373 3.308 0.0033 -0.0003 0.029
Si 8.1829 2.6893 3.4922 0.001 0.0049 -0.0061
Si -0.0239 5.4672 3.5101 0.002 -0.0013 -0.0104
Si 5.4336 5.483 3.3009 0.002 -0.0077 0.0342
Si 2.7356 8.1994 3.4772 -0.001 -0.0008 -0.0048
Si 8.2138 8.1962 3.3531 -0.008 -0.0001 0.0154
Si 1.2747 1.3775 4.6482 -0.0007 0.0035 -0.014
Si 6.8324 1.3046 4.9099 -0.0028 -0.0005 0.01
Si 4.0467 4.1252 4.6261 -0.0016 -0.0001 -0.0177
Si 9.5255 4.0662 4.8885 -0.0009 -0.0022 0.0108
Si 1.3489 6.8718 4.8859 0.0012 -0.0003 0.0108
Si 6.8223 6.8105 4.6633 0.0003 -0.0004 -0.0142
Si 4.0966 9.5664 4.8837 -0.0011 0.0013 0.01
Si 9.5581 9.5756 4.734 -0.0013 -0.0004 -0.0088
Si 2.6017 0.0503 6.085 0.001 -0.0052 -0.0045
Si 8.2162 -0.1297 6.2693 -0.0012 0.0009 -0.0003
Si -0.0293 2.6536 6.1928 0.0016 0.0019 -0.0013
Si 5.3643 2.774 6.056 0.0048 -0.0011 -0.0065
Si 2.7404 5.4334 6.1325 -0.0006 -0.001 -0.0017
Si 8.0827 5.4462 6.1638 0 -0.0031 -0.0033
Si -0.0156 8.3022 6.22 0.0038 0.0014 -0.0039
Si 5.5568 8.1536 6.1482 -0.0006 0.0018 -0.0005
Si 3.4646 1.9437 7.1629 -0.0106 0.012 0.0004
Si 10.014 0.833 7.4677 0.002 -0.0008 -0.0068
Si 1.7649 3.6592 7.3446 0.0024 -0.0037 -0.011
Si 6.1998 4.5291 7.3683 -0.0038 0.0063 -0.006
Si 4.6283 6.3096 7.2474 0.0021 -0.0055 -0.0066
Si 9.1537 7.1937 7.3136 -0.0042 0.0023 -0.0055
Si 0.8828 10.1603 7.5076 -0.005 0.0025 -0.0068
Si 7.4014 8.8882 7.4881 0.0021 -0.0006 -0.0085
O 4.5563 6.5995 8.8806 -0.0034 0.0022 0.0076
O 1.396 3.978 8.9446 -0.0007 0.0027 0.0101
O 9.7409 6.5478 8.7343 0.0013 -0.0007 0.0079
O 1.2997 10.1056 9.1438 0.0031 -0.0011 0.0079
O 6.0711 4.2192 9.0143 0.001 -0.0047 0.0107
O 3.7034 1.6062 8.7544 0.0091 -0.0053 0.0093
O 7.128 8.9619 9.1451 -0.0028 0.0048 0.0115
O 9.6479 1.0825 9.0772 -0.0026 0.0013 0.0071
O 8.3289 2.4312 22.7341 -0.0083 0.0037 -0.0217
O 11.0989 5.4503 22.6308 -0.0039 0.0086 -0.0186
O 5.6571 0.0892 22.6481 -0.009 0.0083 -0.0177
O 5.2792 5.4244 22.647 0.0018 -0.0014 -0.0073
O 2.1677 2.6825 22.6186 -0.0003 -0.0125 -0.0474
O 3.3419 7.8284 22.5151 -0.0049 0.0067 -0.012
O 8.3297 8.7423 22.4468 0.004 -0.0014 -0.0137
O 0.0259 11.189 22.9071 0.0103 -0.0019 -0.044
Si 2.1511 2.9733 12.9046 -0.0007 -0.0007 -0.0053
Si 8.6806 1.309 10.3616 -0.0016 0.001 -0.0079
Si 1.0539 4.4811 15.3661 -0.0008 0.0002 -0.0006
Si 7.5421 5.5798 12.1949 -0.002 0.0003 -0.0058
Si 2.4508 8.1543 21.2031 0.0034 0.007 0.0127
Si 5.4125 7.7882 12.4717 0.0004 -0.001 -0.0061
Si 9.273 0.4405 15.5168 -0.0002 -0.0004 -0.0013
Si 2.9231 -0.0682 16.685 0.001 0.0008 0.0012
Si 10.4626 1.1561 12.619 0.0008 -0.0007 -0.0041
Si 7.7933 2.8054 21.2653 -0.0034 -0.0008 -0.0035
Si 9.1359 8.7717 14.464 -0.0001 -0.0003 -0.002
Si 1.4697 4.7741 10.3623 0.0002 -0.0015 -0.0103
Si 4.5279 9.4641 19.1516 -0.0043 -0.0014 0.0026
Si 11.1085 6.0866 21.1422 -0.0037 0.0015 -0.0038
Si 6.6177 10.4338 14.8617 0.0014 -0.0002 -0.0001
Si 5.4065 0.7314 21.1904 -0.0128 -0.0039 0.0127
Si 2.3389 9.8094 10.375 -0.0021 0.0002 -0.0067
Si 0.475 10.6413 21.4728 -0.0088 0.0023 0.0197
Si 5.885 5.2504 21.1672 -0.0036 0.0014 0.0068
Si 3.6384 7.0833 10.1059 0.0009 -0.0047 -0.0075
Si 9.0311 5.6678 14.8438 -0.0003 0.0008 -0.0026
Si 3.6572 4.0797 19.1587 0.0025 -0.0007 0.0015
Si 10.0354 3.6705 19.3111 0.0009 0.0001 -0.0041
Si 4.2556 8.6429 15.3751 0.0002 -0.0008 -0.0001
Si 0.4673 1.9001 17.1813 0.0013 0.0009 -0.0001
Si 6.8552 7.5265 19.2755 0.0009 0.0004 0.0017
Si 5.2311 3.6066 16.7861 -0.0017 -0.0001 0.0005
Si 7.7834 5.0017 17.5232 -0.0006 0.0007 -0.0007
Si 6.6575 9.9232 10.3744 0.0006 -0.0016 -0.0099
Si 4.3718 1.0558 10.0971 -0.0003 0.0033 -0.0132
Si -0.035 9.0868 11.9029 0.0005 0.0015 -0.0043
Si 9.1242 8.6413 21.0203 -0.0035 0.0016 0.0066
Si 4.5483 1.6569 14.6044 -0.0018 -0.0006 -0.0011
Si 2.4527 2.0759 21.1427 0.0078 0.0077 0.019
Si 6.3224 3.3445 10.3626 0.0024 0.0016 -0.0088
Si 3.4081 5.8961 16.7691 -0.0003 -0.0002 0.0018
Si 9.8763 6.5369 10.3453 0.0005 -0.003 -0.0071
O 0.1508 2.6364 18.5963 0 0.0014 0.0004
O 2.9254 9.6093 15.5984 -0.0001 0.0001 0.0004
O 10.831 4.8504 20.1061 0.001 0.0093 0.0089
O 7.5754 2.4086 9.9407 0.0004 0.0006 0.0064
O 10.92 5.343 10.7989 -0.0011 0.0012 0.0025
O 6.5973 6.7373 12.862 0.0005 0.0004 0
O 10.317 8.0603 10.7813 0.0009 0.0023 0.0042
O 7.6689 9.4457 14.0084 -0.0007 -0.0002 0.0012
O 8.4115 6.2113 10.9742 -0.0018 -0.0008 0.0037
O 5.3774 10.4868 20.0779 0.0034 0.0062 0.0083
O 2.1579 3.7369 11.4453 0.0002 -0.0003 0.0045
O 8.0497 8.5247 19.7814 0.0031 -0.0013 0.0015
O 6.2709 6.7134 20.5645 0.0015 -0.0036 -0.0015
O 5.4954 2.6957 15.4548 -0.0002 0.0004 0.001
O 1.3063 0.9401 20.7367 0.0015 0.0009 -0.0015
O 6.0456 9.0595 11.6311 -0.0017 -0.001 0.0025
O 4.5768 4.9551 16.1345 0.001 -0.0002 -0.0012
O 6.579 3.9114 17.6534 0.0026 0.0006 0.0006
O 10.5225 10.6661 11.8272 0.0003 -0.0017 0.0035
O 5.5837 0.4931 14.0131 -0.0001 -0.0002 0.0009
O 7.9833 5.089 15.9189 0.0001 -0.0002 0.001
O 9.7418 9.8013 15.5874 0.0004 0.0002 0.0002
O -0.4169 5.1136 15.1423 0.0011 -0.0005 -0.0003
O 1.5976 6.8179 20.7792 -0.0043 -0.0039 0.0003
O 1.512 0.6152 17.2064 -0.0007 0.0007 -0.0011
O 6.6081 1.7734 20.809 0.0044 0.0002 0.0005
O 1.0075 1.7944 12.8494 -0.0014 -0.0007 0.0019
O 3.2291 5.4802 18.3607 0.0005 -0.0003 -0.0024
O 9.5242 2.0071 11.5908 -0.0004 -0.0013 0.0022
O 1.0197 3.0656 16.1763 -0.0009 -0.0032 0.0012
O 8.5791 5.1342 13.3721 0.0003 0.0009 0.0027
O 10.28 8.5712 13.3124 -0.0004 0.0006 0.0011
O 1.4948 9.3886 21.6319 0.0056 -0.0051 -0.0136
O 10.0769 9.9724 20.7386 0.0041 0.0014 0.0006
O 3.172 0.2144 10.8695 0.0015 0.0008 0.0011
O 5.0653 2.3666 10.8216 -0.0013 -0.0039 -0.0017
O 1.7383 4.1585 13.9319 -0.0001 0 0.0015
O 7.9161 10.8657 10.8486 -0.0016 0.0018 0.0011
O 9.1455 4.426 18.173 0.0042 -0.005 0.0045
O 5.6388 9.4737 15.776 -0.0006 -0.0007 -0.0003
O 5.5278 -0.028 9.749 -0.0036 0.0037 0.0057
O 3.5896 2.3077 13.4176 0.0005 -0.0004 0.0019
O 1.9491 5.6325 16.0875 0.0004 0 0.0002
O 9.7099 1.0428 14.0573 -0.0006 0 0.003
O 4.399 6.9421 11.5274 0.0014 0.0019 0.0034
O 4.8077 4.4969 20.2166 0.0028 -0.0003 -0.0011
O 9.965 1.3156 16.6747 0.0004 -0.0007 -0.001
O 6.66 4.3212 11.6354 0.0007 0.0005 0.0016
O 5.6513 8.4048 18.5941 0.0003 0 -0.0017
O 9.0709 2.7496 20.2466 -0.0049 -0.0013 0.0043
O 3.5927 1.1081 15.7941 -0.0001 -0.0005 0
O 4.1963 3.0647 17.957 -0.0005 0.0008 -0.0022
O 9.9655 7.241 21.0134 0.0023 -0.0036 -0.0013
O 3.348 8.6614 9.8173 -0.0011 0.0018 0.0047
O 3.9294 7.3982 16.3869 0 -0.0007 -0.0022
O 7.6379 0.4616 15.7184 -0.0001 -0.0001 0
O 8.9349 7.2837 15.0442 -0.0003 -0.0015 -0.0003
O 3.9477 1.4356 21.1515 -0.0053 0.003 -0.0093
O 1.5905 9.141 11.6874 -0.0037 0.0015 0.0022
O 2.3182 6.1524 10.188 0.0013 0.0008 0.0048
O 7.3957 6.4532 18.1591 0.0005 -0.0012 -0.0007
O 7.2389 4.3426 21.218 -0.0018 0.0065 -0.003
O 4.5447 8.2217 13.8041 -0.0007 0.0004 0.003
O 3.3929 8.6098 19.9538 -0.0017 -0.0009 0.0016
O 2.5019 3.2765 19.9956 -0.0017 -0.0087 0.0102
O 3.7709 10.3318 17.9767 0.0006 -0.0019 -0.0013

Results
free energy: -130700.359 eV
free energy less fixed offsets of B -154.04, O -568.88, Si -635.61 eV per atom: 2.361 eV

The program warned: the cutoff lies below the one the program advises for these potential files; the exchange-correlation potential is rough where the density is thin.
